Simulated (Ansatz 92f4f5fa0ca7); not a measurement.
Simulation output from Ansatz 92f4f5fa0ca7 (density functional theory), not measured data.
Periodic cell of 186 atoms, Si104O82, from a study of silicon, its oxide and their interface. The atomic structure is a simulated model.

Settings
functional: PBE
potential files: Ansatz PAW
basis: plane waves
wave-function cutoff: 700 eV
density cutoff ratio: 5
exchange-correlation grid ratio: 2
k mesh: 2 x 2 x 1, shifted by 0.5 0.5 0.5 of a step
self-consistency stop: 5e-08 eV per atom in the density residual
occupations: Fermi-Dirac, 0.05 eV
spin: none
net charge: 0

Cell vectors (angstrom)
a, 11.5983, 0, 0
b, 0, 11.5983, 0
c, 0.6469, -1.7495, 27.2099

Atoms: element, x, y, z (angstrom)
Si, 2.5655, 8.0093, -0.1886
Si, 2.3556, 1.9023, 0.107
Si, 2.4446, 4.9233, 0.4249
Si, 6.3649, -2.1614, 0.1565
Si, 6.321, 0.9888, 0.6173
Si, 6.4023, 4.0351, 0.1539
Si, 10.2291, -2.2704, 0.0425
Si, 10.1564, 0.8886, 0.5588
Si, 9.9731, 3.9195, 0.0291
Si, 4.3915, -2.9054, 1.3077
Si, 4.2204, 1.0988, 1.5673
Si, 4.4994, 4.7864, 1.5115
Si, 8.2969, -2.8379, 1.37
Si, 8.2496, 0.9687, 1.88
Si, 8.2473, 4.5673, 1.5259
Si, 12.2035, -2.8954, 1.2534
Si, 12.198, 1.1248, 1.6253
Si, 11.9153, 4.787, 1.3824
Si, 4.2455, -0.9708, 2.7674
Si, 4.3587, 2.9804, 2.9894
Si, 4.5029, 6.7581, 2.7904
Si, 8.2815, -1.0728, 2.9354
Si, 8.2657, 2.9271, 3.1289
Si, 8.2689, 6.67, 2.7083
Si, 12.2495, -0.9782, 2.7439
Si, 12.0721, 3.0366, 2.9625
Si, 11.995, 6.7434, 2.7154
Si, 2.4292, -0.9962, 4.2367
Si, 2.4045, 3.0425, 4.3185
Si, 2.4178, 6.6653, 4.0877
Si, 6.2638, -0.9512, 4.1476
Si, 6.2885, 2.9653, 4.3869
Si, 6.3984, 6.6941, 4.2039
Si, 10.2875, -1.025, 4.165
Si, 10.2205, 2.9791, 4.4144
Si, 10.1381, 6.6818, 4.1974
Si, 2.3358, -3.0085, 5.4438
Si, 2.455, 0.9985, 5.4935
Si, 2.4142, 4.8994, 5.7915
Si, 6.3478, -2.9073, 5.4308
Si, 6.3397, 0.9701, 5.5749
Si, 6.3379, 4.854, 5.8285
Si, 10.2034, -2.9758, 5.5116
Si, 10.2212, 0.9241, 5.5053
Si, 10.1794, 4.8734, 5.8575
Si, 4.3403, -2.8887, 6.6155
Si, 4.377, 1.0576, 6.8699
Si, 4.3725, 4.8552, 7.1912
Si, 8.258, -2.9464, 6.8357
Si, 8.3277, 1.0478, 6.8937
Si, 8.2554, 4.8358, 7.3321
Si, 12.0628, 8.486, 6.947
Si, 12.1342, 0.8706, 6.8392
Si, 12.1039, 4.8556, 7.303
Si, 4.342, -0.9828, 7.9156
Si, 4.4608, 2.7584, 8.5694
Si, 4.2882, 7.0361, 8.171
Si, 8.324, -0.9539, 8.0077
Si, 8.3908, 2.7282, 8.6629
Si, 8.1736, 6.9728, 8.5163
Si, 12.0992, -1.1045, 8.0874
Si, 12.1814, 2.619, 8.3599
Si, 11.9389, 6.8527, 8.766
Si, 2.4833, -1.0723, 9.2928
Si, 2.4707, 2.0175, 9.7108
Si, 2.4872, 7.4877, 9.6527
Si, 6.3115, -0.91, 9.1362
Si, 6.4017, 2.0701, 9.896
Si, 6.1167, 7.7084, 9.5158
Si, 10.1791, -1.0154, 9.426
Si, 10.4683, 2.0688, 9.9308
Si, 9.8561, 7.5403, 10.1435
Si, 8.4418, 6.0542, 12.6794
Si, 4.9486, 3.5653, 19.6408
Si, 0.9093, 2.6644, 12.1792
Si, 8.2473, 4.1846, 17.4637
Si, 6.3396, 4.0662, 12.0523
Si, 6.3327, 6.5384, 16.7497
Si, 2.2644, 1.9631, 16.5592
Si, 4.4502, 6.1874, 11.5209
Si, 9.7657, 11.0072, 15.546
Si, 9.815, -2.2583, 23.6813
Si, 10.0839, 5.6946, 15.4024
Si, 8.7056, 2.9095, 24.9381
Si, 11.9199, 1.0708, 14.5244
Si, 14.6349, 1.3544, 19.4318
Si, 12.2623, 3.8055, 14.8496
Si, 10.2815, -0.924, 21.2584
Si, 4.9454, 1.4821, 17.4669
Si, 14.3324, -4.1286, 24.1185
Si, 5.221, 6.5275, 19.5168
Si, 5.7542, 5.9863, 13.9527
Si, 13.472, 10.9004, 21.6283
Si, 7.832, 1.0199, 17.002
Si, 7.3593, 7.6251, 24.4355
Si, 15.4891, 8.5316, 21.552
Si, 8.9078, 8.3313, 16.362
Si, 11.3438, 7.0489, 24.2318
Si, 5.8056, -1.5222, 23.2949
Si, 8.8659, 5.4799, 23.042
Si, 3.0497, 10.5869, 24.3865
Si, 8.544, 0.2231, 23.2186
Si, 7.5288, 4.82, 20.3365
Si, 9.5236, 10.514, 18.2306
O, 11.2612, 8.6771, 23.9861
O, 6.2111, -2.9326, 23.9906
O, 10.2476, 10.4922, 19.6619
O, 2.7781, 8.6176, -1.7354
O, 2.6427, 11.0547, 25.8712
O, 4.6802, -0.826, 24.2521
O, 6.3918, -0.4968, -0.209
O, 6.3718, -2.8921, -1.3368
O, 13.9739, -0.2172, 23.1194
O, 6.3965, 2.4027, -0.3258
O, 12.9033, -4.9132, 23.8927
O, 10.3139, -3.0998, -1.4143
O, 9.5469, -0.7105, 24.1483
O, 10.1484, -0.5934, -0.2782
O, 10.0823, 2.2872, -0.3813
O, 9.4697, 4.5501, -1.431
O, 6.7644, 4.8194, -1.2727
O, 10.2893, 0.4195, 10.3007
O, 2.9768, 6.4991, 10.9194
O, 2.5162, 0.3705, 10.1548
O, 2.5193, -2.4976, 10.2158
O, 10.3155, 6.2441, 23.2261
O, 4.4031, 5.1054, 19.4947
O, 10.0382, 7.2125, 15.9952
O, 6.284, 0.4182, 10.1384
O, 10.8627, -0.1641, 14.4297
O, 5.0327, 4.6716, 11.2231
O, 11.6401, 5.2427, 15.2523
O, 6.3048, -2.3006, 10.0408
O, 9.351, 6.9569, 11.6415
O, 11.199, 2.5248, 14.8967
O, 11.0719, 2.7625, 11.35
O, 5.3543, 6.346, 15.4692
O, 7.1324, 6.7515, 13.4259
O, 6.0118, 4.3581, 13.6531
O, 8.486, 4.5147, 19.043
O, 5.6801, 7.1122, 10.9853
O, 7.7974, 4.8158, 11.7924
O, 10.0312, -2.3973, 10.3891
O, 4.2489, 0.553, 18.6447
O, 5.4581, 7.0802, 17.9994
O, 10.5392, 10.9468, 17.0105
O, 8.5906, 12.1434, 15.6307
O, 2.1705, 2.7774, 11.1568
O, 1.4279, 0.8242, 15.7126
O, 13.4449, 3.4296, 15.9273
O, 4.415, 6.4423, 13.1297
O, 5.318, 2.9174, 18.1771
O, 6.2387, 0.7843, 16.8125
O, 9.0501, 8.9833, 17.8646
O, 13.8785, 0.3989, 20.4923
O, 6.3606, 3.6487, 20.5108
O, 6.9335, 5.0547, 17.041
O, 6.4614, 2.5488, 11.5036
O, 8.1177, 2.5841, 17.2875
O, 3.7374, 2.6218, 20.2422
O, 12.5868, 1.2531, 13.0398
O, 2.4908, 3.4902, -0.4462
O, 15.2359, 7.4076, 22.7445
O, 8.848, 4.2515, 24.073
O, 6.6977, 6.2432, 20.199
O, 2.5166, 9.0584, 24.339
O, 7.0662, -0.5048, 23.0617
O, 2.5144, 6.3477, -0.4758
O, 8.3276, 0.0399, 18.2337
O, 9.458, 4.6771, 16.5048
O, 9.0875, 9.5419, 15.2583
O, 1.1177, 3.8833, 13.2674
O, 8.6121, 4.9061, 21.5458
O, 8.759, -3.1606, 24.5053
O, 3.8557, 1.7322, 16.277
O, 9.6613, -2.2501, 22.0301
O, 13.6264, 1.8721, 18.2034
O, 9.396, 5.5645, 13.9187
O, 16.675, 9.6303, 21.8942
O, 9.3111, 0.3205, 21.7563
O, 7.5826, 6.4537, 23.3316
O, 11.8445, -0.7564, 21.6708
O, 8.42, 1.6723, 23.901
O, 7.4512, 7.6311, 16.3155
O, 14.1314, 9.4271, 21.271
O, 15.9538, 7.6818, 20.2568

Results
free energy: -112759.190 eV
free energy less fixed offsets of O -569.03, Si -635.61 eV per atom: 4.710 eV
pressure: -0.80 GPa
stress xx, yy, zz, yz, xz, xy (GPa, positive in tension): 0.23, 1.73, 0.45, 0.02, -0.02, 0.35

Forces (eV/angstrom), in the order of the atoms: element, x, y, z
Si, 0.015, -0.0848, -0.2767
Si, -0.1071, -0.2316, -0.4676
Si, 0.0286, 0.0264, -0.2982
Si, -0.0806, 0.1161, -0.2842
Si, 0.0555, -0.0172, -0.8232
Si, 0.0331, -0.0671, -0.433
Si, 0.0339, 0.253, -0.3642
Si, -0.0071, -0.0001, -0.6834
Si, -0.0284, -0.0313, -0.419
Si, 0.0089, 0.0316, 0.0315
Si, -0.3421, 0.1605, -0.1603
Si, 0.121, -0.0494, -0.3142
Si, 0.0523, 0.027, -0.0014
Si, 0.2029, -0.0488, 0.014
Si, 0.0073, -0.0077, -0.1388
Si, 0.0685, -0.0796, -0.0954
Si, 0.1577, 0.0315, -0.1498
Si, -0.1032, -0.14, -0.2906
Si, 0.0091, -0.1832, -0.0154
Si, 0.0933, 0.0533, 0.3153
Si, -0.027, 0.0658, 0.0925
Si, 0.0102, -0.0884, 0.3211
Si, -0.021, -0.0178, 0.4262
Si, -0.0238, 0.0834, -0.1975
Si, 0.0903, 0.015, -0.0642
Si, -0.0958, 0.1393, 0.1967
Si, 0.0035, 0.0301, 0.0059
Si, -0.0651, -0.0354, -0.0958
Si, -0.0588, -0.157, 0.0047
Si, 0.0621, 0.01, -0.1221
Si, 0.1271, -0.0574, -0.15
Si, 0.0074, 0.0068, -0.0534
Si, -0.0938, 0.0381, 0.0579
Si, -0.1468, -0.0531, -0.1044
Si, 0.024, 0.0447, 0.0089
Si, 0.1403, 0.0628, 0.0722
Si, 0.0047, 0.0148, 0.0128
Si, -0.0005, 0.1332, 0.1155
Si, 0.0311, 0.0078, -0.0121
Si, -0.0409, -0.1281, 0.0271
Si, -0.0681, 0.0825, 0.0949
Si, 0.0403, -0.0039, -0.0617
Si, -0.0287, -0.0612, -0.0342
Si, 0.1242, 0.1606, 0.0876
Si, -0.0465, -0.0511, -0.0274
Si, 0.0275, -0.2227, -0.3513
Si, -0.0253, 0.2556, -0.208
Si, 0.009, -0.0744, 0.1435
Si, 0.019, 0.0302, -0.2426
Si, 0.0406, 0.1489, -0.1439
Si, 0.042, 0.0071, 0.0526
Si, -0.0409, -0.2342, -0.1037
Si, -0.053, 0.0041, -0.2892
Si, -0.0371, -0.0656, 0.1526
Si, 0.0348, -0.036, 0.142
Si, -0.0796, -0.1051, 0.0779
Si, -0.0239, 0.0777, 0.1697
Si, -0.0205, 0.0136, 0.2959
Si, 0.0096, -0.1438, 0.1999
Si, -0.1801, 0.0491, 0.1716
Si, 0.0012, 0.1916, 0.1648
Si, 0.0475, 0.007, 0.1744
Si, 0.2018, 0.1628, 0.0959
Si, -0.0327, -0.1542, 0.6284
Si, -0.0442, -0.1727, 0.2467
Si, 0.1993, 0.179, 0.4104
Si, 0.081, -0.1253, 0.5837
Si, -0.0543, -0.3442, 0.1931
Si, -0.06, 0.1692, 0.6384
Si, -0.0524, -0.0463, 0.419
Si, 0.2218, -0.1645, 0.1537
Si, -0.1725, 0.2797, 0.1061
Si, -0.1551, -0.0031, 0.1972
Si, -0.0006, 0.0138, 0.0331
Si, 0.0422, 0.0063, 0.3393
Si, 0.0315, 0.1923, -0.0154
Si, -0.1329, 0.1995, 0.2767
Si, -0.1511, 0.0125, -0.0982
Si, -0.1196, 0.0703, -0.1157
Si, 0.1429, 0.1229, 0.2115
Si, 0.159, -0.0263, -0.1381
Si, -0.1204, 0.1599, -0.1883
Si, 0.1341, -0.0087, -0.039
Si, 0.0293, -0.042, -0.2335
Si, -0.0941, 0.0955, 0.0092
Si, -0.1611, -0.1214, -0.0542
Si, -0.0852, -0.0319, 0.0121
Si, -0.1073, -0.0347, 0.1166
Si, -0.1384, -0.0181, -0.0713
Si, -0.1814, 0.0991, -0.2755
Si, 0.072, 0.1901, 0.0258
Si, -0.1174, 0.0184, 0.0369
Si, -0.0997, -0.146, 0.0907
Si, 0.1689, -0.1338, -0.0527
Si, 0.0782, 0.1224, -0.4424
Si, 0.0439, 0.1413, 0.0572
Si, 0.025, 0.0453, -0.0345
Si, 0.0351, 0.1058, -0.3905
Si, 0.0327, 0.1004, -0.1555
Si, -0.0197, 0.0333, 0.0165
Si, 0.3129, 0.0469, -0.2449
Si, 0.0363, -0.2199, -0.0094
Si, 0.1008, 0.1203, 0.1053
Si, 0.1591, -0.0554, 0.1916
O, -0.0126, -0.122, 0.119
O, 0.0308, -0.0762, 0.1235
O, -0.0294, 0.0067, -0.1247
O, -0.0362, -0.1419, 0.5371
O, -0.01, 0.0836, 0.3873
O, -0.0734, -0.0452, 0.0705
O, -0.1793, -0.188, 0.4574
O, -0.0446, 0.078, 0.2949
O, -0.0551, -0.0154, 0.0299
O, -0.1063, 0.1045, 0.5459
O, 0.0387, -0.0162, 0.1374
O, -0.0551, 0.2118, 0.5201
O, -0.0142, -0.0409, 0.0539
O, 0.1154, -0.2558, 0.4531
O, 0.0857, 0.3285, 0.4308
O, 0.0954, -0.0874, 0.1962
O, -0.1515, -0.1202, 0.2491
O, -0.0432, 0.3511, -0.3497
O, -0.2109, 0.1274, -0.2042
O, -0.0088, 0.3882, -0.4593
O, -0.0534, -0.2635, -0.5589
O, 0.0674, -0.0125, 0.0813
O, -0.0079, -0.1258, -0.0111
O, -0.0517, 0.0116, 0.0193
O, 0.0478, 0.4027, -0.3927
O, -0.036, 0.0533, 0.0682
O, 0.0261, -0.1059, -0.0319
O, -0.0283, -0.0217, 0.0103
O, 0.0059, -0.366, -0.5923
O, 0.1617, 0.0753, -0.3508
O, 0.0866, -0.0786, -0.0255
O, -0.2471, -0.1837, -0.2832
O, 0.1344, -0.05, 0.0419
O, 0.1087, 0.0062, -0.041
O, 0.0241, 0.0974, -0.2272
O, -0.0484, -0.0562, -0.0016
O, -0.0025, -0.03, -0.2522
O, 0.0446, -0.0972, -0.1284
O, 0.0968, -0.2651, -0.3331
O, 0.0505, 0.1003, -0.0203
O, 0.0041, -0.0604, 0.0531
O, -0.1581, 0.0003, -0.0652
O, -0.0444, 0.0333, 0.0747
O, 0.1554, -0.1109, -0.2779
O, 0.0212, -0.0334, 0.069
O, 0.0301, -0.0727, 0.0649
O, 0.1155, -0.1071, -0.1575
O, 0.0101, 0.0233, 0.0035
O, -0.0208, 0.0158, 0.0278
O, -0.0133, 0.0264, -0.013
O, 0.082, 0.1359, -0.0733
O, -0.0742, 0.0036, -0.0848
O, 0.0522, -0.0921, -0.0014
O, 0.0337, -0.0081, -0.3781
O, -0.0064, -0.0562, 0.0073
O, 0.0731, 0.0473, -0.03
O, -0.0684, 0.1069, -0.1701
O, -0.009, -0.4343, 0.4535
O, -0.0441, -0.0604, 0.1415
O, -0.0278, -0.0627, 0.101
O, -0.0252, -0.1025, -0.074
O, -0.027, -0.0162, 0.1121
O, 0.0371, -0.0091, 0.0506
O, -0.0479, 0.2996, 0.4051
O, -0.0876, 0.0585, -0.0601
O, -0.1047, -0.0484, 0.0577
O, -0.0107, 0.0237, 0.0634
O, -0.0505, -0.0165, -0.0859
O, -0.055, -0.035, -0.0961
O, 0.0163, -0.0259, 0.1222
O, 0.0664, -0.0342, 0.09
O, 0.0539, 0.0254, 0.1068
O, 0.0954, 0.0046, 0.0368
O, -0.0176, 0.0331, -0.0473
O, -0.0617, -0.0944, 0.0224
O, 0.0354, 0.0041, -0.0201
O, -0.0097, -0.0171, 0.1267
O, 0.118, 0.0497, 0.004
O, 0.046, 0.2789, 0.267
O, 0.0457, -0.0036, 0.0382
O, -0.0054, 0.0247, -0.0176
O, 0.0178, -0.0975, -0.0695

The program warned: the cutoff lies below the one the program advises for these potential files.
